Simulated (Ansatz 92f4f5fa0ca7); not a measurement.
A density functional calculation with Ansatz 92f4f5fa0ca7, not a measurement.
Periodic cell of 264 atoms, Si154O98B12, from a study of silicon, its oxide and their interface. The atomic structure is a simulated model.
Doubt: the cutoff is far below the 930 eV that the study's wrapper takes by default for these files, so forces and energies are approximate.

Settings
functional: PBE
potential files: Ansatz PAW
basis: plane waves
wave-function cutoff: 580 eV
density cutoff ratio: 5
exchange-correlation grid ratio: 1
k mesh: 1 x 1 x 1, Gamma-centred
self-consistency stop: 5e-08 eV per atom in the density residual
occupations: fixed
spin: none
net charge: 0

Cell vectors (angstrom)
a	11.6015	0	0
b	0	13.3963	0
c	0	0	30.8078

Atoms: element, x, y, z (angstrom)
Si	11.6028	0.0661	23.9864
B	3.8639	0.0083	24.8008
B	7.5259	0.0314	24.7516
B	1.9966	3.328	24.7165
B	5.6826	3.1927	24.7837
Si	9.7191	3.2897	24.2197
Si	11.367	6.8184	24.1694
Si	3.8011	6.7954	24.2952
Si	7.576	6.5771	24.4366
B	1.9996	10.1794	24.7204
B	5.677	10.2185	24.7945
Si	9.5555	10.1872	24.0367
Si	11.8279	2.2858	24.9061
Si	3.8359	2.1799	24.8593
Si	7.5158	2.1209	24.7928
Si	1.818	5.4206	24.7158
Si	5.6381	5.2808	24.9358
Si	9.6053	5.5499	25.1833
Si	11.7252	9.1592	24.8017
Si	3.8264	9.221	24.9495
Si	7.4606	9.0719	24.7989
Si	2.058	12.2618	24.7716
Si	5.7028	12.3535	24.8843
Si	9.4182	12.4902	24.7876
Si	11.627	2.2057	27.2731
Si	3.8659	2.2228	27.24
Si	7.7223	2.2166	27.1842
Si	1.8875	5.5643	27.1592
Si	5.7651	5.5446	27.2825
Si	9.6665	5.5587	27.4676
Si	11.5983	8.9663	27.199
Si	3.8421	8.9473	27.2901
Si	7.6882	8.9478	27.1922
Si	1.9218	12.2788	27.1746
Si	5.7741	12.2848	27.2489
Si	9.633	12.3032	27.1861
Si	1.9449	1.091	28.0456
Si	5.8042	1.1206	28.0389
Si	9.6582	1.1185	28.0213
Si	11.6273	4.4318	28.074
Si	3.8189	4.4602	28.0341
Si	7.6976	4.4224	28.0675
Si	1.9009	7.8013	28.0145
Si	5.7858	7.8063	28.0274
Si	9.6526	7.8595	28.0262
Si	11.5784	11.1886	28.0102
Si	3.836	11.1768	28.0482
Si	7.7234	11.169	28.025
Si	1.9336	1.1164	30.4129
Si	5.8008	1.1164	30.4129
Si	9.6679	1.1164	30.4129
Si	0	4.4654	30.4129
Si	3.8672	4.4654	30.4129
Si	7.7343	4.4654	30.4129
Si	1.9336	7.8145	30.4129
Si	5.8008	7.8145	30.4129
Si	9.6679	7.8145	30.4129
Si	0	11.1635	30.4129
Si	3.8672	11.1635	30.4129
Si	7.7343	11.1635	30.4129
Si	0	0	0.3944
Si	3.8672	0	0.3944
Si	7.7343	0	0.3944
Si	1.9336	3.3491	0.3944
Si	5.8008	3.3491	0.3944
Si	9.6679	3.3491	0.3944
Si	0	6.6981	0.3944
Si	3.8672	6.6981	0.3944
Si	7.7343	6.6981	0.3944
Si	1.9336	10.0472	0.3944
Si	5.8008	10.0472	0.3944
Si	9.6679	10.0472	0.3944
Si	11.6204	-0.0169	2.7654
Si	3.8908	0.0078	2.7893
Si	7.7473	-0.0162	2.782
Si	1.9379	3.352	2.7829
Si	5.8178	3.3319	2.7839
Si	9.6789	3.3352	2.7779
Si	11.6253	6.6977	2.7813
Si	3.8824	6.6973	2.7642
Si	7.7509	6.6954	2.7794
Si	1.9528	10.0351	2.7492
Si	5.831	10.0528	2.7696
Si	9.7185	10.0481	2.7605
Si	11.605	2.205	3.5645
Si	3.8696	2.2529	3.5872
Si	7.7632	2.2056	3.5987
Si	1.9624	5.5916	3.5952
Si	5.8088	5.5674	3.5636
Si	9.6906	5.577	3.5687
Si	11.6437	8.93	3.5985
Si	3.8869	8.9364	3.5472
Si	7.7895	8.9487	3.5327
Si	1.9569	12.2561	3.5391
Si	5.8167	12.2648	3.6013
Si	9.6907	12.2677	3.5717
Si	11.4574	2.0265	5.9367
Si	3.8364	2.4391	5.9705
Si	7.9395	2.0317	5.9922
Si	2.1243	5.7197	5.9967
Si	5.6939	5.4994	5.9456
Si	9.7119	5.5944	5.9471
Si	11.8311	9.0061	5.9837
Si	3.7526	9.0274	5.9144
Si	7.866	9.1326	5.8944
Si	1.9989	12.0421	5.9017
Si	5.795	12.0742	5.9948
Si	9.7233	12.2014	5.9529
Si	1.9226	0.9671	6.6452
Si	5.7921	1.0645	6.6816
B	9.7038	0.9334	6.0706
Si	11.7189	4.3876	6.651
B	3.8685	4.5638	6.1053
Si	7.7524	4.3811	6.6894
B	2.0276	7.9072	6.0711
Si	5.83	7.9224	6.5032
Si	9.8095	7.8879	6.7396
B	11.7061	11.0957	6.0109
B	3.8545	11.0641	6.0369
B	7.7867	11.1777	6.0345
O	5.6981	1.1556	8.3451
O	7.811	4.4893	8.3594
O	9.8002	7.7039	8.3948
O	6.0447	8.0281	8.1349
O	1.8966	0.8295	8.2991
O	0.1077	4.2931	8.306
O	3.8584	7.036	22.6575
O	9.5921	10.111	22.3764
O	10.64	6.957	22.6363
O	8.0012	6.1859	22.8727
O	11.4718	13.64	22.3241
O	10.0957	3.3883	22.5896
Si	5.7306	12.244	13.3061
Si	7.7715	6.7235	15.6685
Si	7.2039	7.3983	20.026
Si	8.3056	1.9869	14.6743
Si	9.4536	4.8594	11.35
Si	0.3381	3.9875	9.882
Si	9.2339	6.5725	21.8794
Si	9.4295	7.8002	9.9804
Si	6.5844	5.0796	18.0606
Si	4.0189	11.3609	15.5225
Si	2.8019	3.6943	16.0208
Si	3.0622	8.2755	18.9315
Si	0.9086	12.4895	11.9363
Si	5.2857	1.9391	9.7097
Si	0.2386	8.2841	19.2449
Si	10.665	13.3069	14.3372
Si	11.3649	9.1798	16.2714
Si	3.3513	10.6949	12.8319
Si	9.6329	4.6658	14.57
Si	5.3121	6.7661	14.1732
Si	0.8528	7.825	13.8689
Si	1.9866	5.8338	11.7552
Si	8.3942	9.6883	16.1776
Si	1.1964	11.9826	16.2811
Si	11.5046	3.5699	16.8654
Si	3.9593	4.457	19.5485
Si	7.4255	10.2808	18.9473
Si	6.0517	1.6752	12.4993
Si	4.2194	1.9529	18.1946
Si	7.1687	1.9354	17.5816
Si	2.103	1.3054	9.8399
Si	8.5327	11.0904	13.5989
Si	0.8009	5.1347	19.3711
Si	9.9925	10.3399	20.8142
Si	3.0569	6.9441	15.9893
Si	10.2911	3.93	21.0681
Si	4.0349	8.1015	11.6074
Si	4.5969	10.847	18.5932
Si	9.8629	1.768	18.9079
Si	11.5515	13.1244	20.7685
Si	4.4335	6.6497	21.2069
Si	6.912	4.578	9.7251
Si	4.0332	4.0099	13.3202
Si	6.3622	7.6716	9.6757
Si	10.898	9.841	11.8891
Si	2.3286	12.9167	18.931
O	5.7062	1.296	17.9734
O	4.6172	7.1847	15.5904
O	7.0633	8.696	19.0707
O	4.2777	9.3187	19.0093
O	9.5245	12.164	14.2837
O	8.637	10.6822	19.9564
O	0.9744	6.5032	12.8886
O	2.7042	12.3278	15.7212
O	9.8226	4.8467	12.9526
O	3.0969	9.4091	11.8785
O	2.8129	7.6211	17.451
O	2.3906	4.78	19.1911
O	1.6872	9.026	19.3805
O	6.2667	1.4004	10.9041
O	9.4603	10.1836	12.6121
O	1.212	2.6383	10.1261
O	5.6448	3.5452	9.6154
O	3.5208	11.8586	19.2531
O	6.2554	6.0596	9.9088
O	2.1534	11.7889	12.7243
O	9.1928	6.0768	15.2379
O	0.9023	10.363	16.1104
O	7.7913	10.5738	17.3884
O	7.446	1.5657	16.0021
O	2.893	4.6008	12.3197
O	10.6469	2.3564	17.5755
O	6.078	11.1819	19.1966
O	7.9219	4.335	11.0114
O	3.0035	6.943	11.1276
O	6.8852	5.7428	16.6125
O	1.1001	5.2736	10.5275
O	4.9812	5.1216	18.4266
O	3.9322	2.9898	16.963
O	5.1851	8.4159	10.5138
O	4.4937	10.8162	16.9657
O	10.4601	8.8861	10.6387
O	8.3876	1.2406	18.4303
O	3.0525	0.838	18.3046
O	8.4465	3.5946	14.8089
O	7.8206	10.1481	14.7271
O	5.0685	2.9657	12.6355
O	5.3624	12.0345	14.8901
O	0.4503	6.7097	19.6562
O	7.4791	1.7453	13.2866
O	0.0825	12.9384	15.5649
O	4.9723	5.2099	13.8729
O	5.9134	7.2873	21.0202
O	1.5234	13.2175	20.3158
O	11.3839	8.0271	15.096
O	10.7853	9.0467	20.2073
O	10.4935	3.8299	10.6223
O	9.6021	2.9281	20.0075
O	0.0311	4.7669	17.9728
O	3.5242	10.2516	14.41
O	7.8441	8.2262	10.1179
O	7.3459	6.0084	19.1723
O	2.7143	5.3382	16.0924
O	7.2823	11.8979	12.911
O	9.6385	6.372	10.7492
O	8.5583	7.6929	20.9023
O	3.2115	3.2631	14.5078
O	4.777	11.3303	12.3506
O	6.9146	6.9746	14.3023
O	5.2815	0.3844	13.0784
O	7.136	3.5388	17.9646
O	2.2336	7.6853	14.7687
O	3.4243	7.1612	20.044
O	9.9811	9.9977	16.1648
O	4.1944	2.8418	19.5729
O	3.697	1.6743	10.0627
O	0.3946	9.0699	12.8636
O	10.6859	0.5969	19.6837
O	-0.0349	13.3657	12.9634
O	9.8036	1.2937	14.5758
O	9.5019	5.3259	20.8917
O	4.4007	5.0164	21.0232
O	8.0777	8.1183	16.4299
O	1.3855	3.0255	16.4638
O	11.3841	8.3839	17.6857
O	4.7995	7.708	12.9751
O	-0.0087	11.2398	11.355
O	1.2226	12.3358	17.8759
O	1.5388	0.0975	10.8065
O	0.2528	4.2104	20.6254
O	11.016	11.5964	20.7025
O	10.9134	4.142	15.4452

Results
free energy: -155488.879 eV
free energy less fixed offsets of B -154.04, O -568.88, Si -635.61 eV per atom: -6.219 eV

Forces (eV/angstrom), in the order of the atoms: element, x, y, z
Si	-0.1254	0.1407	0.4046
B	-0.1416	0.1183	-0.3754
B	0.0102	0.0969	-0.3026
B	0.3212	-0.0701	-0.1785
B	-0.0887	-0.0601	-0.2962
Si	0.1137	0.308	0.1426
Si	-0.067	-0.2539	0.1553
Si	-0.1695	-0.3105	0.357
Si	0.2491	0.0179	0.2149
B	-0.0518	0.0053	-0.1149
B	-0.0701	0.068	-0.2669
Si	0.0636	-0.0022	0.2514
Si	-0.2901	-0.0048	0.0016
Si	-0.077	-0.031	-0.1552
Si	-0.0955	-0.0801	-0.0881
Si	0.1812	0.1613	0.0424
Si	-0.0199	0.1306	-0.0121
Si	-0.1851	0.1758	0.0491
Si	0.1553	0.0616	0.1414
Si	0.159	-0.1349	-0.1852
Si	-0.1588	-0.1187	0.1813
Si	0.1465	-0.0528	-0.1966
Si	0.089	-0.054	-0.2815
Si	-0.0126	0.0134	0.0679
Si	-0.0224	-0.0266	0.0381
Si	0.0147	0.0233	0.4942
Si	0.0301	-0.0386	0.3653
Si	0.0035	-0.0071	0.093
Si	-0.0201	0.0448	0.1465
Si	0.04	-0.0326	-0.0354
Si	-0.0351	-0.0247	0.0808
Si	0.0056	0.0301	0.3905
Si	0.1332	0.0291	0.1217
Si	-0.0818	-0.065	0.3664
Si	0.0402	-0.0937	0.6105
Si	0.059	-0.076	0.0651
Si	0.0469	0.028	0.0386
Si	-0.0349	-0.0067	0.0665
Si	-0.0149	-0.0709	0.037
Si	-0.0106	0.0573	0.0828
Si	-0.0041	0.0071	0.0672
Si	0.024	0.0914	0.0387
Si	0.0147	0.0322	0.0047
Si	-0.0128	0.0313	0.0221
Si	-0.0352	-0.066	0.0342
Si	0.0358	-0.0135	0.0732
Si	0.0445	-0.0076	0.1047
Si	-0.0531	-0.031	0.0858
Si	0.0735	-0.1261	0.067
Si	-0.0134	-0.0107	-0.0213
Si	-0.0387	0.0227	-0.1043
Si	0.198	-0.1443	0.2333
Si	-0.1593	-0.0758	0.0105
Si	-0.1486	-0.234	0.182
Si	-0.0524	-0.0971	-0.2025
Si	-0.0136	-0.0407	-0.0952
Si	-0.0205	0.2032	-0.0696
Si	-0.0603	0.0656	-0.2803
Si	-0.0565	0.0923	0.0611
Si	-0.0158	0.0374	-0.0967
Si	0.0346	-0.0741	-0.0136
Si	0.0259	0.0499	0.2101
Si	-0.0206	-0.0312	0.1206
Si	-0.0619	0.1326	0.2242
Si	0.1068	-0.0068	0.1701
Si	-0.0035	0.0082	0.0941
Si	0.0856	0.0403	0.0658
Si	0.0203	0.0567	-0.0313
Si	-0.0171	0.0354	0.0171
Si	-0.0011	-0.0062	-0.184
Si	0.0163	0.0143	-0.0141
Si	0.1465	0.0153	0.0004
Si	-0.0496	0.055	-0.0588
Si	0.0088	-0.0111	-0.0476
Si	0.0318	0.0189	-0.0788
Si	0.0054	-0.0469	-0.0415
Si	-0.0116	-0.008	-0.0715
Si	0.0024	-0.0019	-0.0861
Si	-0.0284	-0.0181	0.0014
Si	0.0046	-0.0839	0.0136
Si	0.0234	-0.031	0.008
Si	0.0164	-0.004	-0.0517
Si	-0.0075	0.0129	-0.0514
Si	0.0049	0.019	-0.0799
Si	0.0689	0.0147	-0.1089
Si	-0.0053	-0.0059	-0.0476
Si	-0.0724	0.0561	-0.1104
Si	0.0048	-0.0079	-0.2546
Si	0.0008	0.0035	-0.1504
Si	0.0083	-0.0268	0.0591
Si	-0.067	0.0103	-0.3846
Si	0.0143	0.0257	-0.4154
Si	0.048	-0.0229	-0.1331
Si	0.0287	0.0358	-0.3278
Si	-0.0227	0.102	-0.2299
Si	-0.067	0.1069	-0.4243
Si	0.2156	-0.0812	-0.0145
Si	0.0466	-0.0361	-0.01
Si	-0.2176	-0.2024	-0.0227
Si	-0.0477	0.1404	-0.0498
Si	0.0111	0.0639	0.0008
Si	0.106	0.0784	0.014
Si	0.0661	-0.0268	0.1533
Si	0.1094	-0.2199	0.2399
Si	-0.3	-0.0142	0.0147
Si	-0.0665	0.0865	0.1805
Si	-0.0359	-0.1422	-0.0659
Si	0.0637	0.0475	0.1328
Si	-0.0361	0.2606	-0.4152
Si	0.0504	0.1602	-0.3445
B	0.0404	-0.0914	0.1743
Si	-0.2938	0.1172	-0.1903
B	-0.0224	-0.036	0.0742
Si	0.1001	0.0289	-0.2206
B	-0.1524	-0.2229	0.1152
Si	0.1597	-0.2243	-0.2124
Si	-0.0579	-0.2125	-0.3335
B	-0.0979	0.108	0.3499
B	0.2023	0.1335	0.1799
B	-0.0351	0.2301	0.3063
O	-0.042	-0.0084	0.3746
O	-0.084	-0.007	0.285
O	-0.01	0.0609	0.3285
O	0.0519	-0.0033	0.4437
O	0.0327	-0.0607	0.4169
O	0.0898	-0.0539	0.3833
O	0.0614	0.083	-0.4631
O	0.0161	0.007	-0.2903
O	-0.0813	0.1336	-0.1821
O	0.0711	-0.0274	-0.3377
O	0.0102	-0.008	-0.4066
O	0.0588	-0.046	-0.3917
Si	0.0067	0.0119	0.007
Si	0.0092	-0.0136	-0.0034
Si	0.0822	-0.0397	0.0408
Si	-0.0024	0.0055	-0.0116
Si	-0.0485	0.0159	-0.009
Si	0.0044	-0.0207	-0.1524
Si	0.0201	-0.0761	0.1081
Si	-0.0449	-0.0657	-0.0966
Si	0.0037	0.0116	0.0219
Si	0.0191	-0.0099	-0.0257
Si	0.0004	0.0134	0.0055
Si	0.0109	-0.0546	-0.0368
Si	-0.0191	0.0272	0.0057
Si	0.0126	-0.0372	-0.0474
Si	-0.0397	-0.0274	-0.0265
Si	-0.0254	0.0003	-0.0086
Si	-0.021	0.0083	-0.0134
Si	0.0288	0.0103	0.0336
Si	-0.0062	0.0033	-0.009
Si	0.0035	0.0114	-0.0097
Si	-0.0048	0.0086	0.0008
Si	-0.0466	-0.0034	0.0271
Si	-0.0073	0.0042	-0.0185
Si	0.0016	-0.0064	-0.0092
Si	-0.0148	-0.0021	-0.0125
Si	0.0223	-0.0044	-0.0546
Si	0.0321	-0.0344	-0.0474
Si	0.0052	0.0028	-0.0053
Si	0.0114	0.0183	0.0023
Si	-0.0016	0.011	-0.0337
Si	0.0193	0.0125	-0.1238
Si	-0.0157	-0.0006	0.0135
Si	-0.0022	-0.0177	-0.014
Si	-0.0415	-0.0124	0.0137
Si	0.0024	-0.0067	-0.0109
Si	-0.1218	0.0193	0.1432
Si	0.0611	0.005	0.0398
Si	0.0049	-0.0151	-0.0877
Si	-0.0004	0.0355	0.0157
Si	-0.023	0.0648	0.0323
Si	0.0017	0.0142	0.121
Si	0.0793	0.0462	-0.0286
Si	0.0106	-0.0196	-0.0086
Si	0.0636	-0.0159	-0.171
Si	-0.0301	-0.0345	0.0234
Si	-0.0253	0.0396	-0.0161
O	-0.0028	-0.0014	0.0171
O	0.0065	-0.0009	0.0047
O	-0.0255	0.0433	0.0016
O	0.0086	0.0234	0.0422
O	0.0122	0.0077	0.0033
O	-0.0411	0.0238	0.0062
O	0.0029	-0.0102	-0.0011
O	-0.0103	0.0082	0.0037
O	0.0082	-0.0068	0.0092
O	-0.0236	0.0061	-0.0422
O	-0.0119	0.0162	0.011
O	-0.0278	-0.0021	0.0191
O	0.0146	0.022	0.0196
O	0.0399	-0.0216	0.0008
O	-0.0004	0.0062	-0.008
O	-0.0063	-0.0247	0.0346
O	-0.0541	0.0196	-0.0416
O	0.0192	-0.0232	0.0714
O	-0.0229	0.0257	0.008
O	0.0077	-0.0069	-0.0012
O	-0.0041	0.0057	0.003
O	0.0057	-0.0021	-0.0031
O	-0.0084	0.0073	0.0234
O	-0.0015	-0.0048	0.0019
O	0.0067	-0.0015	-0.0191
O	0.0074	-0.0113	-0.021
O	-0.0151	0.0107	0.0595
O	0.0576	-0.0181	0.0265
O	-0.0043	0.0156	-0.0444
O	-0.0031	0.0044	-0.0253
O	0.0304	0.0466	0.0241
O	-0.008	-0.004	0.006
O	-0.0007	-0.0017	-0.0012
O	-0.0658	0.0321	0.0185
O	0.0007	-0.0059	0.0321
O	0.045	0.0628	0.0124
O	-0.0008	-0.0077	-0.0013
O	0.0017	0.0076	-0.0067
O	-0.001	-0.0021	0.0012
O	0.003	-0.0028	0.0014
O	-0.0165	0.0088	0.001
O	-0.003	-0.0013	0.0085
O	0.0198	0.0137	-0.0029
O	0.0132	-0.0052	-0.0039
O	0.0028	0.0023	0.0018
O	-0.0049	0.0021	0.0104
O	0.0253	0.0231	-0.0184
O	0.0523	0.0039	-0.0143
O	-0.0177	-0.0028	0.0091
O	0.0523	-0.0347	-0.0243
O	-0.0254	0.0095	-0.0019
O	-0.0233	-0.0666	-0.0331
O	0.0073	0.0012	-0.0018
O	-0.0115	-0.001	-0.0096
O	0.0018	0.0165	0.0241
O	-0.0131	-0.0106	-0.0273
O	-0.008	-0.0038	-0.0031
O	-0.0017	0.0063	-0.0053
O	0.0231	-0.0429	0.0201
O	-0.0759	0.042	-0.0912
O	-0.006	-0.0037	0.0017
O	-0.0074	-0.0058	-0.0152
O	-0.0053	0.0052	0.0096
O	-0.0078	-0.0037	-0.003
O	-0.0061	-0.0065	0.0025
O	0.0155	-0.0011	0.0048
O	-0.0561	0.0206	-0.0007
O	0.01	-0.01	0.0044
O	0.0014	-0.0255	0.0012
O	-0.0414	-0.031	0.0341
O	0.0225	0.0061	-0.0025
O	-0.0223	0.0156	-0.0091
O	-0.0048	-0.0011	-0.0043
O	0.0067	0.0031	0.0034
O	0.0129	-0.0368	-0.0395
O	0.0178	-0.0103	-0.0051
O	-0.0015	0.0021	-0.0029
O	-0.0015	-0.0021	-0.0018
O	0.0111	-0.0036	0.0143
O	-0.0237	-0.0094	-0.007
O	0.0132	0.0087	-0.0533
O	0.0031	-0.0035	0.013
O	-0.0211	-0.0672	0.012
O	0.0996	0.0229	-0.0333
O	0.0127	-0.0139	-0.0145
O	0.0131	-0.0078	0.0041

The program warned: the cutoff lies below the one the program advises for these potential files; the exchange-correlation potential is rough where the density is thin.
